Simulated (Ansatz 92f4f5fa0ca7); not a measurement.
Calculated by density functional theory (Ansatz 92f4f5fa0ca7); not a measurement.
Periodic cell of 231 atoms, Si140O85P6, from a study of silicon, its oxide and their interface. The atomic structure is a simulated model.
Doubt: the cutoff is low for norm-conserving oxygen, so forces and energies are approximate.
Doubt: the program's own warning below bears on the result.

Settings
functional: HSE06
potential files: SPMS norm-conserving
basis: plane waves
wave-function cutoff: 800 eV
density cutoff ratio: 4
exchange-correlation grid ratio: 1
k mesh: 1 x 1 x 1, Gamma-centred
occupations: fixed
spin: none
net charge: 0

Cell vectors (angstrom)
a	11.6015	0	0
b	0	10.938	0
c	0	0	31.8641

Atoms: element, x, y, z (angstrom)
P	-0.1263	0.03	23.1464
Si	3.6889	-0.0032	23.4414
Si	7.7497	-0.0257	23.1397
Si	1.7682	1.4026	23.2483
Si	5.6511	1.2948	23.072
P	9.659	1.3627	23.1185
Si	-0.0562	5.5235	23.3169
P	3.8481	5.5897	23.0492
Si	7.5988	5.4593	23.0996
Si	1.9449	6.8714	23.2337
Si	5.7139	7.0012	23.2501
Si	9.5795	6.8142	23.0785
Si	1.8765	2.8738	25.0784
Si	5.7133	2.7835	24.9679
Si	9.5835	2.6668	25.0496
Si	11.494	4.1158	25.1871
Si	3.8324	4.2669	24.9771
Si	7.6655	4.0992	25.0508
Si	1.8704	8.2554	25.1469
Si	5.7807	8.2222	25.242
Si	9.6212	8.2638	25.0062
Si	11.5506	9.6766	25.0649
Si	3.826	9.5448	25.2947
Si	7.6902	9.6114	25.1237
Si	11.5714	0.0363	27.0325
Si	3.8366	0.0669	27.103
Si	7.6942	0.0419	27.0405
Si	1.9073	1.4233	26.9962
Si	5.7606	1.4259	26.9742
Si	9.6283	1.381	27.0332
Si	11.5356	5.4938	27.078
Si	3.8325	5.4771	27.0184
Si	7.7248	5.4545	27.0141
Si	1.8811	6.8307	27.0372
Si	5.7854	6.7959	27.089
Si	9.6291	6.877	26.982
Si	1.9336	2.7345	28.9649
Si	5.8008	2.7345	28.9649
Si	9.6679	2.7345	28.9649
Si	0	4.1018	28.9649
Si	3.8672	4.1018	28.9649
Si	7.7343	4.1018	28.9649
Si	1.9336	8.2035	28.9649
Si	5.8008	8.2035	28.9649
Si	9.6679	8.2035	28.9649
Si	0	9.5708	28.9649
Si	3.8672	9.5708	28.9649
Si	7.7343	9.5708	28.9649
Si	0	0	30.8985
Si	3.8672	0	30.8985
Si	7.7343	0	30.8985
Si	1.9336	1.3673	30.8985
Si	5.8008	1.3673	30.8985
Si	9.6679	1.3673	30.8985
Si	0	5.469	30.8985
Si	3.8672	5.469	30.8985
Si	7.7343	5.469	30.8985
Si	1.9336	6.8362	30.8985
Si	5.8008	6.8362	30.8985
Si	9.6679	6.8362	30.8985
Si	1.9336	2.7345	0.9679
Si	5.8008	2.7345	0.9679
Si	9.6679	2.7345	0.9679
Si	0	4.1018	0.9679
Si	3.8672	4.1018	0.9679
Si	7.7343	4.1018	0.9679
Si	1.9336	8.2035	0.9679
Si	5.8008	8.2035	0.9679
Si	9.6679	8.2035	0.9679
Si	0	9.5708	0.9679
Si	3.8672	9.5708	0.9679
Si	7.7343	9.5708	0.9679
Si	11.6176	-0.0394	2.9425
Si	3.9017	-0.0494	2.9083
Si	7.7781	-0.0294	2.9162
Si	1.9579	1.2813	2.8496
Si	5.85	1.296	2.8245
Si	9.6924	1.3635	2.9213
Si	11.6255	5.472	2.8687
Si	3.9049	5.4582	2.9255
Si	7.7827	5.4668	2.9041
Si	1.9458	6.8137	2.8971
Si	5.8621	6.8173	2.907
Si	9.7028	6.8755	2.9453
Si	2.0054	2.5681	4.792
Si	5.9023	2.6172	4.7349
Si	9.7236	2.777	4.8365
Si	11.7352	4.0188	4.7165
Si	3.9338	3.8938	4.7305
Si	7.7489	4.1309	4.8543
Si	1.9385	8.1099	4.8808
Si	5.8921	8.1394	4.8785
Si	9.7062	8.2927	4.9037
Si	11.6785	9.6489	4.985
Si	3.9092	9.3651	4.74
Si	7.7732	9.6623	4.942
P	11.6741	0.0004	6.9462
Si	3.9822	-0.3918	6.7145
P	7.8857	-0.0153	6.9006
Si	2.1324	1.1362	6.7092
Si	5.8864	1.1061	6.5654
Si	9.7803	1.4073	6.7573
Si	11.6818	5.3841	6.5992
Si	3.954	5.1244	6.6934
P	7.7194	5.3796	6.7899
Si	2.121	6.6356	6.7699
Si	5.7632	6.6373	6.732
Si	9.6505	6.6433	6.5902
O	5.3237	7.403	8.177
O	4.0174	4.2777	8.16
O	3.9979	9.6938	8.1757
O	5.5033	2.1381	7.8074
O	9.7479	2.4049	8.1055
O	2.6811	2.0247	8.0281
O	2.5479	7.4791	8.16
O	9.8206	7.255	8.1321
O	11.6226	4.3268	7.8903
O	5.2687	1.9413	21.5471
O	5.7329	8.3285	22.2131
O	1.976	2.188	21.7994
O	7.8246	9.8237	21.8347
O	3.5367	9.9309	22.1411
O	7.5236	4.355	21.8323
O	1.8672	7.8396	21.8684
O	11.3928	4.3811	22.1114
O	9.5918	7.4613	21.5308
Si	6.474	9.2535	21.0454
Si	10.1694	4.4936	13.5344
Si	9.2859	9.7016	13.2223
Si	7.0427	0.649	13.1894
Si	0.2	6.3155	11.7817
Si	4.6242	7.6618	11.7882
Si	7.9547	3.7095	20.39
Si	0.4095	3.3296	11.5677
Si	4.6432	4.7124	13.1865
Si	9.7154	6.4731	9.5595
Si	3.6112	4.8489	18.8096
Si	8.646	9.9629	16.3104
Si	5.9725	1.3781	20.1595
Si	7.4461	5.3914	13.7822
Si	4.9006	7.7144	19.1767
Si	11.0259	9.3062	18.0445
Si	2.2262	1.0284	12.8405
Si	3.0194	2.857	15.1776
Si	6.9978	7.3514	15.9299
Si	10.0428	4.0039	16.4846
Si	7.6574	7.4579	11.6558
Si	1.227	4.8039	16.8609
Si	4.1232	2.6744	8.5107
Si	1.9838	2.7201	20.2618
Si	7.79	1.8974	15.9251
Si	5.1671	2.6303	17.3539
Si	2.7	9.0217	21.1101
Si	5.0986	9.2047	14.3131
Si	0.7242	9.0734	13.0702
Si	10.5227	3.6364	8.8769
Si	4.8326	2.0308	11.5754
Si	10.0767	7.1858	19.9924
Si	3.6399	9.2253	16.9276
Si	11.0446	4.3641	20.5196
Si	3.9451	8.1381	8.7402
Si	1.8958	10.8524	18.8679
Si	7.9604	5.728	18.1737
Si	1.0462	7.7337	15.9919
O	4.2252	8.6948	13.0142
O	7.3076	4.6472	19.2089
O	1.7385	10.0027	20.2526
O	10.8292	3.2748	12.6935
O	3.495	4.0898	14.1791
O	0.8638	8.5697	14.6098
O	1.6519	10.4199	12.8069
O	5.9619	4.8496	14.1536
O	4.1902	2.1566	16.1086
O	4.357	2.2198	10.0424
O	9.2725	2.5621	16.2323
O	7.3916	6.0006	12.2909
O	3.8331	7.9851	10.3799
O	10.6692	4.4763	15.0617
O	11.3565	3.0013	10.1172
O	1.0427	4.8836	11.6019
O	6.6753	2.7567	16.7434
O	7.7549	0.3684	16.4786
O	8.8076	6.8403	19.0221
O	2.4469	8.1673	16.67
O	6.7664	6.4188	17.2727
O	10.8178	9.5878	12.6953
O	8.4809	8.3861	12.7013
O	7.929	6.4653	14.9109
O	6.1696	8.0423	11.3844
O	5.9577	10.6724	20.3459
O	3.7456	8.4103	20.0612
O	10.6076	5.9375	12.8662
O	9.5101	4.833	9.4065
O	8.5662	4.2284	13.6353
O	4.5076	6.1308	19.2872
O	4.1647	9.8347	15.5008
O	3.7627	1.0288	12.2956
O	7.723	8.663	16.5084
O	0.5026	10.5269	18.0923
O	11.1111	6.7178	10.3622
O	6.2769	1.3213	11.9071
O	11.3912	4.1897	17.4058
O	7.356	1.7773	14.3421
O	4.9147	3.5699	12.0779
O	3.1359	10.4338	17.8925
O	4.3423	6.1347	12.3889
O	9.3653	9.8393	14.8497
O	6.1875	10.3346	13.8485
O	4.8165	8.3682	17.6778
O	9.6765	10.0321	17.5455
O	11.1094	5.9076	19.9646
O	6.3724	8.1631	19.7985
O	1.4288	2.1062	11.8884
O	2.1425	1.4791	19.2137
O	7.4337	2.1619	20.1764
O	5.2345	1.6967	18.7238
O	2.2127	5.2981	18.0784
O	0.5613	3.3997	19.8741
O	8.4642	7.2124	10.2785
O	9.5769	3.717	20.2297
O	1.0636	6.1076	15.8645
O	5.7589	7.8446	14.9764
O	4.5954	4.087	17.7673
O	3.1844	3.8232	20.0272
O	2.2838	1.6383	14.3593
O	11.4205	8.1403	16.9753
O	8.4781	0.0642	12.6428
O	10.7966	8.5522	19.4742
O	8.9454	4.9958	17.1219
O	1.9012	3.5313	16.1237
O	1.0366	7.6708	12.2187

Results
free energy: -55053.338 eV
free energy less fixed offsets of O -447.96, P -185.95, Si -113.29 eV per atom: -0.438 eV
gap between the highest filled and lowest empty level on this k mesh: 1.511 eV

The program warned: the cutoff lies below the one the program advises for these potential files; the model core charge is not resolved on the grid; the forces do not sum to zero within the program's tolerance; the exchange-correlation potential is rough where the density is thin.
